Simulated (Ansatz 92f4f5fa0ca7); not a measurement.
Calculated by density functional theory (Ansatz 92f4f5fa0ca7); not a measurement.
Periodic cell of 223 atoms, Si133O90, from a study of silicon, its oxide and their interface. The atomic structure is a simulated model.
Doubt: the cutoff is far below the 930 eV that the study's wrapper takes by default for these files, so forces and energies are approximate.

Settings
functional: PBE
potential files: Ansatz PAW
basis: plane waves
wave-function cutoff: 580 eV
density cutoff ratio: 5
exchange-correlation grid ratio: 1
k mesh: 1 x 1 x 1, Gamma-centred
self-consistency stop: 5e-08 eV per atom in the density residual
occupations: fixed
spin: none
net charge: 0

Cell vectors (angstrom)
a	10.938	0	0
b	0	10.938	0
c	0	0	32.1988

Atoms and the computed forces on them: element, x, y, z (angstrom), force x, y, z (eV/angstrom)
Si	10.5921	0.2315	24.8559	0.0143	-0.0281	0.0168
Si	5.7382	10.6774	24.7339	-0.007	0.0213	-0.0293
Si	2.4809	2.9177	24.6389	0.0167	-0.014	-0.0147
Si	8.4308	2.4666	24.818	-0.0237	0.0161	-0.0336
Si	0.2768	5.1664	24.7512	-0.0039	0.0123	-0.0332
Si	5.1552	5.7509	24.689	0.0014	-0.0156	-0.0195
Si	2.9361	8.0078	24.5898	-0.0141	-0.0036	-0.0166
Si	7.9379	8.4368	24.7294	0.0286	-0.0197	-0.0101
Si	1.3315	1.3838	26.0363	0.0008	0.0194	-0.0002
Si	6.8435	1.3148	26.1047	0.0171	-0.0141	0.0362
Si	4.0455	4.1074	25.9853	-0.0046	0.0043	0.0071
Si	9.606	4.0635	26.0796	0.007	-0.0008	0.0146
Si	1.398	6.8289	25.9921	0.0069	0.0128	0.0151
Si	6.7691	6.8539	26.0255	0.0031	0.0103	-0.0011
Si	4.1013	9.5375	25.9907	-0.0036	-0.0003	0.0053
Si	9.4721	9.5708	26.1346	-0.0258	0.0122	0.0262
Si	2.7311	-0.0071	27.3479	-0.0131	0.0009	-0.0705
Si	8.1612	-0.0157	27.5396	-0.0117	-0.0206	0.1119
Si	0.0107	2.7242	27.4807	0.0119	-0.0014	0.0903
Si	5.4426	2.747	27.3622	-0.0016	-0.0052	-0.0633
Si	2.7282	5.4707	27.4207	0.0077	0.0026	0.0377
Si	8.1869	5.4744	27.3583	-0.0016	-0.0095	-0.0654
Si	-0.0021	8.1852	27.371	-0.0092	-0.0052	-0.0606
Si	5.4379	8.2038	27.4399	-0.0153	-0.0246	0.0589
Si	4.0823	1.3698	28.7363	0.0232	-0.002	0.0708
Si	9.5784	1.3587	28.8458	-0.0451	0.002	-0.1436
Si	1.3678	4.1205	28.8135	-0.0272	-0.055	-0.0933
Si	6.8279	4.1033	28.7372	0.0166	-0.0207	0.0771
Si	4.0956	6.8209	28.8005	-0.0138	0.0209	-0.0571
Si	9.5598	6.8275	28.7452	0.0091	0.017	0.0562
Si	1.3726	9.5624	28.7346	-0.0171	-0.0064	0.0751
Si	6.78	9.55	28.8551	0.1031	0.0385	-0.1589
Si	0.018	-0.0209	30.1532	0.0288	-0.0134	-0.0055
Si	5.4394	0.0198	30.1571	-0.0335	0.0472	0.0252
Si	2.737	2.7345	30.1437	-0.005	-0.0018	0.0004
Si	8.1917	2.7458	30.1465	-0.01	0.0081	0.0131
Si	-0.0131	5.4784	30.1482	-0.0042	0.0215	0.0176
Si	5.4758	5.4606	30.1446	0.0104	-0.0067	-0.0023
Si	2.7266	8.2037	30.1393	0.004	0.0184	0.011
Si	8.2061	8.1922	30.1495	0.0139	-0.0151	0.0095
Si	1.3673	1.3673	31.515	0.0793	-0.0394	-0.0032
Si	6.8362	1.3673	31.515	-0.0505	0.1082	-0.0403
Si	4.1018	4.1018	31.515	0.0666	-0.0784	-0.0092
Si	9.5708	4.1018	31.515	-0.0909	0.0673	-0.0189
Si	1.3673	6.8362	31.515	-0.0809	0.0842	-0.068
Si	6.8362	6.8362	31.515	0.0601	-0.094	0.0287
Si	4.1018	9.5708	31.515	-0.1879	0.0113	-0.0075
Si	9.5708	9.5708	31.515	0.0384	-0.091	0.011
Si	2.7345	0	0.6835	0.0434	-0.0353	0.1688
Si	8.2035	0	0.6835	-0.0555	0.0622	-0.1225
Si	0	2.7345	0.6835	-0.0642	-0.0156	0.0698
Si	5.469	2.7345	0.6835	0.1007	-0.0433	0.0522
Si	2.7345	5.469	0.6835	-0.0234	0.1711	-0.1642
Si	8.2035	5.469	0.6835	0.0679	-0.0908	0.1492
Si	0	8.2035	0.6835	0.0848	-0.1123	0.0121
Si	5.469	8.2035	0.6835	-0.0182	0.0427	0.0604
Si	4.1213	1.3623	2.0598	0.0295	-0.0245	-0.037
Si	9.5633	1.3562	2.0519	0.0121	0.0026	0.0185
Si	1.3683	4.1248	2.0338	-0.0492	0.008	-0.0083
Si	6.8459	4.0877	2.0625	0.0149	-0.0354	-0.0194
Si	4.1037	6.828	2.0537	0.008	0.0112	0.0181
Si	9.5763	6.8394	2.055	0.0152	-0.016	-0.0359
Si	1.3798	9.5492	2.0543	0.0393	-0.0237	-0.0211
Si	6.8266	9.5952	2.0485	-0.0396	0.0121	0.0028
Si	-0.0138	-0.0415	3.3847	0.0848	0.1145	0.0913
Si	5.4909	0.0128	3.4794	-0.0669	-0.0052	-0.1037
Si	2.7759	2.7948	3.3556	-0.0656	-0.1598	0.1483
Si	8.1829	2.6875	3.4541	0.0626	0.1148	-0.0697
Si	0.0207	5.4806	3.4335	-0.0616	-0.0107	-0.0216
Si	5.4769	5.4623	3.4101	0.0383	0.0298	0.0309
Si	2.7716	8.206	3.453	-0.0661	0.0085	-0.0772
Si	8.2004	8.2318	3.3754	0.0202	-0.0739	0.1011
Si	1.3925	1.39	4.6356	-0.0117	0.0138	-0.1054
Si	6.8411	1.349	4.9064	0.0045	-0.0131	0.0832
Si	4.1522	4.0828	4.8062	0.0096	0.0385	-0.0432
Si	9.5712	4.0839	4.7587	0.0025	-0.0222	0.0268
Si	1.4101	6.8314	4.8169	0.0263	0.015	0.033
Si	6.8234	6.8867	4.734	-0.0036	0.0176	-0.0466
Si	4.1333	9.5763	4.8461	0.0213	0.0163	0.0791
Si	9.5524	9.5501	4.792	-0.0211	-0.0117	-0.0494
Si	2.7424	0.1066	6.0676	-0.0005	0.0407	-0.0541
Si	8.2039	-0.0605	6.2621	-0.0031	-0.0147	0.0297
Si	0.0257	2.6758	6.0435	0.0146	-0.0234	-0.0332
Si	5.4711	2.7254	6.2909	-0.0129	-0.0123	0.0189
Si	2.8126	5.4773	6.1762	-0.0024	0.0044	0.024
Si	8.1698	5.478	6.0467	0.007	0.0009	-0.0386
Si	0.0088	8.1873	6.153	-0.0077	-0.0151	0.0122
Si	5.5261	8.223	6.2369	0.0108	-0.0073	-0.0295
Si	3.831	1.5757	7.6047	0.0045	-0.0371	0.0137
Si	9.8345	1.1406	7.4486	0.0036	0.0513	0.0167
Si	1.6296	3.8013	7.3111	-0.0531	-0.006	-0.0015
Si	6.6424	4.415	7.4818	0.0297	0.0342	0.0333
Si	4.4006	6.633	7.5444	0.0053	0.0176	0.0145
Si	9.3638	6.9489	7.4061	-0.0145	-0.016	0.0132
Si	1.1325	9.9183	7.2974	0.0174	0.0107	0.0242
Si	7.1608	9.2288	7.6698	-0.0286	-0.0003	0.0173
O	8.3107	8.0879	7.9215	0.0075	0.0122	-0.0175
O	2.712	2.7385	7.9618	0.0347	-0.0163	-0.0185
O	9.5258	1.3536	24.2548	-0.0026	0.0077	0.0221
O	4.0547	6.8663	24.1181	-0.0005	0.0053	0.0193
O	0.0224	0.0279	7.9614	0.0043	-0.0219	-0.0207
O	5.52	5.511	8.0363	-0.0019	-0.0197	-0.0198
O	6.8506	9.5695	24.1873	-0.0089	0.0034	0.0263
O	1.371	4.0597	24.1606	-0.0105	0.001	0.0245
O	3.8543	7.3892	8.9306	-0.0019	-0.005	0.0011
O	0.8071	4.3756	8.5995	0.0073	0.0044	0.0066
O	9.8081	6.1708	8.7997	0.0015	0.0082	0.0008
O	2.1023	9.3857	8.5085	-0.0123	0.0138	-0.0172
O	7.4966	3.9285	8.8093	-0.0095	0.0037	-0.0201
O	4.2667	0.9247	9.0705	-0.0007	0.0082	-0.0005
O	6.7289	9.5587	9.2246	0.0074	0	-0.0027
O	9.2014	1.863	8.79	-0.004	-0.0034	0.0076
O	7.7194	3.1575	23.5111	-0.0004	-0.0009	-0.006
O	10.5023	5.8428	23.4399	0.0052	-0.009	0.0073
O	5.088	0.4285	23.3942	0.0053	-0.008	0.0055
O	5.8615	5.087	23.3601	-0.0044	0.0096	0.0074
O	3.11	2.2088	23.2757	-0.0067	0.0027	0
O	2.2996	8.7152	23.2181	0.0063	-0.0049	0.007
O	8.6151	7.7431	23.3951	-0.0008	0.0018	-0.0098
O	0.2549	10.3498	23.5849	-0.0126	0.0027	-0.0049
Si	4.3922	1.57	22.467	-0.0068	-0.0008	-0.0021
Si	3.4887	7.9264	14.0327	0.001	0.0003	-0.0005
Si	7.1153	0.9571	14.6626	0.0007	-0.0011	0.0017
Si	0.9482	9.3561	22.5188	-0.0031	0.0005	-0.0062
Si	1.1772	4.3052	11.8807	0.0027	-0.0045	0.0013
Si	6.2656	8.9627	15.317	0	0.0002	0.0006
Si	0.6774	1.3641	12.2995	0.0017	-0.0002	-0.0042
Si	8.627	4.9523	20.5104	0.0041	-0.0025	-0.0042
Si	0.3203	5.7106	9.3628	0.0046	-0.0071	0.0027
Si	5.1032	3.1238	17.9404	-0.0007	0.0003	0.0004
Si	0.8828	3.7434	16.7485	-0.0005	0.001	-0.0013
Si	10.4005	2.8443	19.2291	0.0008	0.0021	0.0002
Si	5.2774	1.181	10.3505	-0.005	0	0.0044
Si	0.8873	0.1745	19.8425	-0.0035	0.0042	-0.0076
Si	6.6425	9.4591	10.863	0.0043	0.0011	0.0017
Si	9.3383	9.6762	18.3219	-0.0014	0.0012	0.0007
Si	9.3892	9.244	12.5683	0.0009	0.0005	-0.0029
Si	6.5745	3.8458	22.5844	0.003	-0.0045	-0.0037
Si	2.435	8.0692	9.3823	0.0075	-0.0098	0.0072
Si	10.5898	7.3663	17.0753	-0.0004	0.0003	0.0017
Si	2.5113	6.2888	16.581	-0.0004	0.0013	-0.0009
Si	10.1757	4.4877	14.1892	0.0008	0.0019	-0.0017
Si	6.139	9.1861	18.514	0.001	-0.0005	0.0004
Si	7.9645	2.5741	9.579	0.0138	-0.0167	-0.0002
Si	8.8794	2.1422	12.4509	0.0036	-0.0016	0.0033
Si	5.3395	6.2457	18.0669	0.0004	0.0008	-0.0006
Si	3.9233	0.5596	19.4652	0.0007	-0.0016	-0.0041
Si	4.2731	3.8383	12.0496	0.0019	0.0022	-0.0021
Si	5.5418	6.6001	12.1371	0.0007	0.0009	-0.0009
Si	8.0131	2.5033	17.2168	0.0004	0.0008	0.0004
Si	4.358	2.4806	14.966	-0.0001	0.0003	-0.0017
Si	1.5377	1.2113	15.2605	-0.0011	-0.0002	-0.0022
Si	1.5704	9.4099	12.0467	-0.0037	0.0043	0.0058
Si	8.0503	6.8488	13.8641	0.0006	0.0016	0.0002
Si	10.3794	9.8341	15.485	-0.0002	0.0008	-0.0002
Si	9.808	7.0121	22.5527	-0.0134	0.0026	-0.0037
Si	8.11	5.4839	17.4073	-0.0002	0.001	-0.0017
O	6.0446	7.9577	11.29	0.0006	0.0006	-0.0045
O	6.0219	9.2049	16.8961	-0.0014	0.0003	-0.0011
O	7.6782	1.3621	13.1925	0.0005	0.001	-0.0002
O	0.8937	1.7459	13.869	0.0007	0.0002	0.001
O	9.4275	6.2554	16.8765	0.0017	0.0004	0.0014
O	6.7602	6.1995	13.1343	-0.0009	0.0022	-0.0021
O	5.1334	4.6606	18.6091	-0.0003	-0.0016	-0.0008
O	9.2297	2.1557	18.2711	-0.0023	0.0008	0.0007
O	2.3683	0.0995	19.0745	-0.0002	-0.001	-0.0018
O	9.406	10.2281	16.7611	0.0012	0.0017	0.0003
O	2.7849	4.4352	11.7093	0.0012	-0.0009	-0.0018
O	5.0667	10.3244	19.1041	-0.0006	-0.0001	-0.0015
O	9.4246	3.2369	13.4964	-0.0008	0.0009	-0.0011
O	0.4553	1.7624	19.9584	0.0021	0.0006	0.0002
O	3.1519	1.3623	15.0688	0.001	-0.0001	-0.0017
O	8.1709	5.3767	19.0205	-0.0034	0.0006	-0.0013
O	3.8923	6.5982	17.3938	-0.0003	-0.0005	-0.0021
O	4.5797	3.2842	16.384	-0.002	-0.0011	-0.0005
O	9.0617	5.6641	14.3111	0.0004	0.0011	-0.0009
O	5.4593	2.7539	22.1355	-0.0034	0.0045	0.0006
O	10.6743	4.1473	15.6864	0.0005	-0.0005	-0.002
O	0.3399	3.8671	18.2838	0.0003	0.001	-0.0043
O	10.428	10.5149	19.2097	-0.0014	0.0002	0.0022
O	9.6415	10.0229	14.0268	0.0005	0.0012	0.0007
O	10.8989	8.1298	22.0968	0.0061	-0.0007	0.0009
O	1.1883	2.1594	16.533	0.0012	0	-0.0009
O	9.7287	3.7453	20.4175	-0.0004	0.0034	0
O	8.1333	4.032	16.6793	-0.0005	-0.0005	-0.0005
O	-0.0419	9.1008	11.9059	0.002	0.0002	-0.0023
O	6.5865	2.4177	18.0077	-0.0014	-0.0007	-0.0005
O	5.5777	10.7145	11.196	-0.0011	0.0036	0.0008
O	7.75	9.5928	18.8437	-0.0004	-0.0002	-0.0017
O	10.0286	1.0206	12.0624	-0.0019	0.0027	-0.0006
O	1.3074	6.9563	9.073	0.0015	0.0034	-0.0062
O	0.6232	4.7621	13.3513	0.0006	0.0025	-0.0005
O	5.7063	7.6242	18.9816	-0.0005	-0.0001	-0.002
O	5.2333	5.0842	11.5196	0.0007	0.0006	-0.0021
O	2.7143	6.9802	15.1189	-0.0002	0.001	-0.0007
O	0.9121	2.7394	11.4678	-0.0003	0.0017	-0.003
O	0.8588	10.6837	15.5497	0.0003	0.0004	-0.0011
O	2.4073	8.583	10.9182	0.0019	-0.0022	-0.0057
O	4.6926	2.4296	11.2732	0.0036	-0.0015	-0.0007
O	4.2463	3.5095	13.6796	0.0011	0.0005	0.0014
O	2.2015	4.6793	16.4922	-0.0002	0.0006	-0.0032
O	10.7062	8.2476	15.6961	-0.0009	0.0001	0.0006
O	6.9253	10.2897	14.6663	0.0008	0.0013	0
O	2.3398	8.9494	13.4298	0.0008	0.0007	0.0006
O	8.0292	1.5212	15.9064	0.0006	0.0006	-0.0003
O	4.1276	6.9937	12.8581	0.0014	0.0009	-0.0016
O	4.1782	2.0121	18.7211	-0.0006	0.0008	-0.0001
O	7.2885	4.4251	21.2574	-0.0048	-0.0037	0.0012
O	8.4142	2.9253	11.1025	-0.0034	0.0041	-0.0022
O	1.1786	6.8616	17.3598	0.0014	0.0008	-0.0001
O	5.6503	1.5739	14.7543	-0.0006	0.0001	0.0008
O	8.1281	9.7541	11.5883	0.0021	0.0001	-0.0019
O	9.2109	6.286	21.2323	0.0009	0.0048	0.0015
O	8.959	7.7123	12.8528	-0.0001	0.0003	0.0005
O	1.6527	0.1165	11.8845	0.0006	-0.0019	-0.0021
O	6.6451	6.149	17.0633	-0.001	0.0001	-0.0012
O	7.3961	7.8001	15.0366	-0.0006	0	0.0001
O	1.2163	10.2882	21.2161	0.0013	-0.0009	0.0051
O	10.0303	8.1978	18.354	0.0011	0.0009	0.0008
O	3.9482	0.8551	21.0777	0.0007	-0.0012	0.0033
O	0.3294	5.3259	10.9299	-0.0016	0.0041	-0.0011
O	6.6959	1.5701	9.6456	0.0018	0.0017	-0.0014
O	4.7756	8.7031	14.6859	0.0008	0.0015	-0.0016

Results
free energy: -135736.110 eV
free energy less fixed offsets of O -568.88, Si -635.61 eV per atom: -0.780 eV

The program warned: the cutoff lies below the one the program advises for these potential files; the exchange-correlation potential is rough where the density is thin.
